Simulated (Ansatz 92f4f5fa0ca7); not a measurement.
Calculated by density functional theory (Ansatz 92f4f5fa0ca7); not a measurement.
Periodic cell of 224 atoms, Si133O89H1N1, from a study of silicon, its oxide and their interface. The atomic structure is a simulated model.
Doubt: the cutoff is far below the 930 eV that the study's wrapper takes by default for these files, so forces and energies are approximate.
This geometry differs little from another in the collection (a relaxation step or a small displacement).

Settings
functional: PBE
potential files: Ansatz PAW
basis: plane waves
wave-function cutoff: 580 eV
density cutoff ratio: 5
exchange-correlation grid ratio: 1
k mesh: 1 x 1 x 1, Gamma-centred
self-consistency stop: 5e-08 eV per atom in the density residual
occupations: fixed
spin: none
net charge: 0

Cell vectors (angstrom)
a	10.938	0	0
b	0	10.938	0
c	0	0	32.2973

Atoms: element, x, y, z (angstrom)
Si	0.1908	-0.1652	24.8937
Si	5.3753	0.1478	24.7744
Si	3.103	2.3803	24.7953
Si	8.0405	3.0361	24.832
Si	-0.2313	5.8151	24.6814
Si	5.7989	5.2415	25.0258
Si	2.448	8.5604	24.8233
Si	8.5081	8.0941	24.8767
Si	1.4313	1.3827	26.1464
Si	6.9097	1.3692	26.0972
Si	4.137	4.0445	26.1506
Si	9.6467	4.1816	26.0907
Si	1.382	6.8657	26.0756
Si	6.9396	6.8857	26.2133
Si	4.1373	9.5812	26.1207
Si	9.6395	9.5871	26.2533
Si	2.7585	-0.0124	27.5252
Si	8.2109	0.0044	27.5202
Si	0.0218	2.7515	27.4758
Si	5.5022	2.6879	27.5222
Si	2.7372	5.4564	27.4625
Si	8.2617	5.4671	27.5408
Si	0.0395	8.1673	27.5483
Si	5.4727	8.1979	27.5081
Si	4.1018	1.3673	28.879
Si	9.5708	1.3673	28.879
Si	1.3673	4.1018	28.879
Si	6.8362	4.1018	28.879
Si	4.1018	6.8362	28.879
Si	9.5708	6.8362	28.879
Si	1.3673	9.5708	28.879
Si	6.8362	9.5708	28.879
Si	0	0	30.2463
Si	5.469	0	30.2463
Si	2.7345	2.7345	30.2463
Si	8.2035	2.7345	30.2463
Si	0	5.469	30.2463
Si	5.469	5.469	30.2463
Si	2.7345	8.2035	30.2463
Si	8.2035	8.2035	30.2463
Si	1.3673	1.3673	31.6135
Si	6.8362	1.3673	31.6135
Si	4.1018	4.1018	31.6135
Si	9.5708	4.1018	31.6135
Si	1.3673	6.8362	31.6135
Si	6.8362	6.8362	31.6135
Si	4.1018	9.5708	31.6135
Si	9.5708	9.5708	31.6135
Si	2.7345	0	0.6835
Si	8.2035	0	0.6835
Si	0	2.7345	0.6835
Si	5.469	2.7345	0.6835
Si	2.7345	5.469	0.6835
Si	8.2035	5.469	0.6835
Si	0	8.2035	0.6835
Si	5.469	8.2035	0.6835
Si	4.1018	1.3673	2.0507
Si	9.5708	1.3673	2.0507
Si	1.3673	4.1018	2.0507
Si	6.8362	4.1018	2.0507
Si	4.1018	6.8362	2.0507
Si	9.5708	6.8362	2.0507
Si	1.3673	9.5708	2.0507
Si	6.8362	9.5708	2.0507
Si	0	0	3.418
Si	5.469	0	3.418
Si	2.7345	2.7345	3.418
Si	8.2035	2.7345	3.418
Si	0	5.469	3.418
Si	5.469	5.469	3.418
Si	2.7345	8.2035	3.418
Si	8.2035	8.2035	3.418
Si	1.3057	1.3849	4.7018
Si	6.8169	1.3655	4.7968
Si	4.0838	4.1008	4.8139
Si	9.5104	4.1527	4.759
Si	1.3466	6.8587	4.8452
Si	6.7631	6.9239	4.7776
Si	4.1024	9.583	4.8013
Si	9.6761	9.4713	4.7699
Si	2.6959	0.0618	6.0386
Si	8.2025	-0.1388	5.9699
Si	-0.1682	2.6512	6.0307
Si	5.4649	2.7307	6.2297
Si	2.6584	5.4522	6.1971
Si	8.1658	5.5802	6.0846
Si	0.0653	8.1996	6.3714
Si	5.4154	8.2577	6.2736
Si	3.7397	1.6184	7.4348
Si	9.6269	1.0364	7.361
Si	1.4066	3.7482	7.2959
Si	6.5707	4.4748	7.3887
Si	4.2254	6.6488	7.5343
Si	9.2975	7.007	7.6132
Si	1.2206	9.9978	7.5452
Si	7.1513	9.3641	7.4811
O	9.5362	6.9248	24.3441
O	4.2453	1.2725	24.3666
O	8.1684	8.1644	8.0665
O	2.6434	2.7906	7.8016
O	6.865	4.1266	24.4116
O	1.3052	9.671	24.3778
O	3.6805	7.2522	8.9905
O	-0.0352	0.1023	7.789
O	5.4062	5.5451	7.8698
O	6.7846	10.3924	8.7464
O	9.6761	6.0101	8.8998
N	1.9205	9.916	9.1617
O	3.9552	0.8794	8.9091
O	0.4187	3.9525	8.6043
O	8.8213	1.2793	8.797
O	0.2067	10.2563	11.3465
O	8.0863	8.9365	23.5245
O	8.7245	2.5103	23.4271
O	5.0761	6.1116	23.8357
O	2.5244	2.831	23.3425
O	10.3651	0.4146	23.5529
O	0.2825	5.3577	23.1803
O	3.0119	8.0434	23.3804
O	5.9558	10.4768	23.3441
Si	9.8479	1.648	22.6184
Si	2.8835	7.7032	21.7992
Si	4.7762	10.0766	15.4093
Si	9.7448	-0.0087	17.5874
Si	4.2705	0.2971	12.6821
Si	4.6237	5.168	11.5969
Si	7.5637	0.6211	9.6173
Si	1.7569	2.8673	21.919
Si	6.0743	2.6289	19.193
Si	6.0707	7.6475	18.3645
Si	6.7159	3.4657	10.2011
Si	3.2586	12.6038	19.4651
Si	2.568	6.8311	10.127
Si	5.3975	15.0685	14.3149
Si	10.8602	-2.8386	17.536
Si	13.3686	-1.7503	16.9034
Si	8.0233	11.383	20.3146
Si	2.8775	11.1629	9.9419
Si	6.6639	7.2412	12.6911
Si	9.7443	6.0451	19.458
Si	-4.0524	-1.5393	22.5249
Si	6.0226	6.5657	15.6181
Si	12.4079	12.1656	16.8199
Si	7.2296	10.3541	12.3249
Si	10.9907	5.2419	9.515
Si	5.3913	6.557	22.3124
Si	6.9269	5.4495	20.2032
Si	1.9552	2.0132	13.8078
Si	5.7598	1.7898	16.1504
Si	0.8961	9.1557	10.3456
Si	0.6098	0.8699	11.6586
Si	-2.8424	4.6328	12.7868
Si	0.8354	5.5404	21.6438
Si	3.8823	-1.3902	19.5428
Si	19.459	6.6991	17.1007
Si	7.6807	10.7445	15.205
Si	-0.1251	3.587	12.2408
O	10.6817	7.3003	18.9638
O	1.7941	1.2973	10.5886
O	18.5033	6.1028	15.9481
O	1.8076	13.034	15.4483
O	8.8984	10.5211	16.245
O	0.1794	2.5561	22.1804
O	1.9051	8.0409	11.0291
O	-5.698	4.0887	10.5342
O	6.7322	1.3974	20.0333
O	12.2773	-2.9511	16.7265
O	5.4175	7.3249	16.9115
O	-0.48	13.0392	11.5906
O	6.0448	7.3694	14.1994
O	1.0657	11.703	13.2338
O	7.142	12.2636	15.4231
O	5.5818	6.4899	11.723
O	4.1565	10.1682	13.9054
O	9.16	1.1219	21.2524
O	-0.2889	9.6431	17.9762
O	5.8934	6.3375	19.305
O	6.1711	2.4225	17.5773
O	-0.2619	5.2044	20.4777
O	7.681	7.7995	18.0372
O	7.2995	4.0132	8.785
O	16.8445	0.3976	12.4694
O	1.9603	4.3944	21.3914
O	9.1463	5.4685	18.0203
O	1.3207	6.2354	9.2781
O	-2.7667	-0.399	13.6584
O	9.7609	7.5343	16.4647
O	6.5698	1.8455	10.0457
O	8.0105	6.2828	12.688
O	-3.9936	3.9478	19.59
O	10.8002	1.2247	17.2506
O	4.0134	11.1599	19.5586
O	5.3356	8.9231	19.0714
O	8.0651	-0.1097	11.0014
O	15.4114	2.7684	19.5228
O	6.916	-2.1876	12.1361
O	5.0831	5.2743	15.4224
O	-0.4137	8.4597	9.6481
O	3.6757	-0.3171	11.2813
O	6.3618	5.4004	21.7209
O	1.2687	3.3773	13.1265
O	7.4684	-0.8794	21.1359
O	3.9948	6.5585	21.4821
O	15.9581	2.789	15.1191
O	6.9722	4.1292	13.8645
O	13.6772	9.1209	18.4897
O	3.4692	12.6027	13.182
O	6.0359	8.0556	22.1673
O	4.7079	-10.4039	16.2864
O	3.2927	9.0461	20.9746
O	7.7702	3.9201	11.3518
O	17.3304	-1.2085	15.4543
O	2.3556	1.7889	18.0913
O	3.167	5.6856	11.111
O	4.4465	4.3986	13.0243
O	-0.0383	4.7397	11.0668
O	12.7895	-0.3064	16.4394
O	8.3658	6.2218	20.3254
O	1.4254	7.0575	21.444
O	8.7253	11.1651	18.8453
O	25.667	-1.9709	16.0571
O	2.3217	1.8442	20.7872
O	-1.3486	4.1187	13.2081
H	-1.2594	8.7858	9.9941

Results
free energy: -135566.473 eV
free energy less fixed offsets of H -15.97, N -385.13, O -568.88, Si -635.61 eV per atom: 1.077 eV

Forces (eV/angstrom), in the order of the atoms: element, x, y, z
Si	-0.0253	0.0302	0.0389
Si	-0.0005	-0.0136	-0.0055
Si	-0.0025	0.013	0.0688
Si	0.0023	-0.0061	-0.0004
Si	0.0053	-0.0144	0.0274
Si	-0.0052	0.0211	0.0317
Si	0.0281	-0.0024	0.0261
Si	-0.0337	0.0171	0.0296
Si	-0.0017	0.0188	-0.011
Si	0.0124	-0.0074	0.0344
Si	-0.0004	0.0034	-0.0112
Si	0.019	-0.0197	0.0202
Si	0.0161	-0.0248	0.0101
Si	-0.0172	-0.0183	-0.0088
Si	0.0104	-0.0263	0.0141
Si	-0.0191	0.0191	-0.0033
Si	0.0038	0.0088	0.0176
Si	-0.0025	0.0031	0.0097
Si	-0.0063	0.0055	0.0033
Si	0.0019	0.0056	-0.0023
Si	-0.0056	0.0021	0.0085
Si	-0.01	0.0043	0.0133
Si	-0.0034	-0.0034	0.027
Si	-0.0031	0.0183	-0.0023
Si	0.0892	-0.1228	0.2022
Si	0.1047	0.1863	-0.1603
Si	0.0127	0.1145	-0.1707
Si	0.1436	-0.0623	-0.0277
Si	-0.0924	-0.1263	-0.2145
Si	0.2425	-0.0456	0.4531
Si	0.2192	-0.0741	0.1883
Si	-0.1077	0.0806	-0.0174
Si	0.0282	0.0256	-0.0366
Si	-0.0323	0.0096	0.0221
Si	0.0488	0.0365	-0.0498
Si	0.0209	0.066	0.0064
Si	0.0036	0.0782	0.031
Si	-0.0131	-0.01	-0.0423
Si	-0.0356	0.0536	0.0252
Si	0.029	0.0005	-0.0294
Si	0.0092	-0.0137	-0.0178
Si	0.0216	-0.0337	-0.0279
Si	-0.0133	-0.0218	-0.0085
Si	-0.0066	-0.0276	-0.0267
Si	0.0076	-0.0665	-0.0208
Si	0.0076	0.0033	-0.0139
Si	0.0565	0.0043	-0.016
Si	-0.0101	0.0151	-0.0083
Si	0.0019	-0.0418	0.0015
Si	-0.0565	0.0663	-0.0024
Si	-0.0206	0.0232	0.0401
Si	-0.0212	0.0441	0.0254
Si	-0.0366	0.071	-0.0022
Si	0.0566	-0.0187	0.0026
Si	0.0407	-0.0062	0.0241
Si	-0.0192	-0.0012	0.0505
Si	-0.0398	-0.0478	0.0051
Si	-0.045	-0.128	0.0275
Si	0.1122	0.0156	0.012
Si	-0.0138	-0.0378	0.0147
Si	-0.0354	-0.1277	0.0262
Si	-0.1193	-0.0767	-0.0246
Si	-0.0283	0.0929	-0.0369
Si	0.1574	0.082	0.0134
Si	-0.0258	-0.4677	-0.5589
Si	-0.0755	0.0618	0.0012
Si	-0.0218	0.2056	-0.1477
Si	-0.268	0.05	-0.0281
Si	0.0353	0.2457	0.1379
Si	-0.1845	0.06	0.1314
Si	-0.0643	-0.0369	0.2897
Si	0.1136	-0.0214	-0.1272
Si	-0.0099	-0.001	-0.0284
Si	-0.0124	0.0108	-0.007
Si	0.0202	-0.025	-0.0119
Si	-0.0153	-0.0006	-0.0136
Si	-0.0052	0.0129	-0.0146
Si	0.011	-0.0187	-0.0216
Si	-0.0119	0.0083	-0.0088
Si	0.0113	-0.02	-0.0097
Si	0.0534	0.0145	0.01
Si	-0.0114	0.0175	-0.0275
Si	-0.0056	0.0196	-0.0237
Si	0.0063	0.0069	0.0369
Si	-0.0172	0.0177	-0.0089
Si	0.0247	0.0253	0.071
Si	-0.0277	-0.0103	0.0215
Si	-0.0222	0.02	-0.03
Si	0.0423	-0.0037	-0.0838
Si	0.0363	-0.0087	-0.0014
Si	-0.0226	0.0213	0.0058
Si	-0.0014	-0.0317	-0.1166
Si	0.0015	-0.0253	0.0131
Si	0.0196	-0.0178	-0.1592
Si	-0.0707	-0.0818	-0.0805
Si	0.0033	-0.0138	0.0478
O	0.0167	-0.0076	-0.0164
O	-0.0009	-0.0098	-0.0319
O	-0.001	0.0189	0.0436
O	0.007	0.0001	0.0247
O	0.0117	-0.0065	-0.0302
O	-0.0067	-0.0073	-0.0127
O	-0.0037	0.0094	0.024
O	-0.0282	0.0239	0.008
O	-0.0285	0.0189	0.0243
O	0.0131	0.0373	0.0088
O	0.0169	-0.0195	0.064
N	0.0749	0.0293	0.1142
O	-0.0126	-0.0256	0.0588
O	0.0026	-0.0135	0.0156
O	-0.034	-0.01	0.0303
O	-0.0039	0.0211	0.0068
O	-0.0025	0.0087	-0.0247
O	0.0073	-0.0037	-0.0064
O	0.0053	0.0044	-0.0246
O	-0.0141	-0.0039	-0.0482
O	-0.0087	0.0037	-0.0306
O	0.0163	-0.0053	-0.0529
O	0.0014	-0.0144	-0.0477
O	0.0101	-0.0088	-0.017
Si	-0.0025	0.0039	-0.0204
Si	0.004	0.0132	0.0132
Si	-0.0103	-0.0055	0.0133
Si	-0.0077	0.0001	0.0104
Si	-0.008	-0.0032	-0.0005
Si	-0.0237	-0.0122	-0.01
Si	-0.0313	0.0152	0.0005
Si	-0.0166	-0.019	0.0264
Si	0.0143	-0.0061	-0.0062
Si	-0.0041	0.0058	-0.0164
Si	0.013	-0.0212	-0.034
Si	-0.0131	-0.0151	-0.0133
Si	-0.0318	0.0119	-0.0394
Si	-0.0074	-0.003	0.0033
Si	0.004	0.0046	-0.0012
Si	-0.0058	-0.0103	-0.0013
Si	0.0066	-0.0154	0.0092
Si	-0.0132	-0.0178	-0.0164
Si	0.0028	0.0034	-0.0002
Si	0.0123	-0.0047	0.0034
Si	-0.0059	0.0029	-0.0066
Si	0.0029	0.0089	0.0061
Si	-0.0089	0.0033	0.0042
Si	0.0157	0.0109	-0.0038
Si	-0.0132	0.0244	-0.0093
Si	0.0062	0.0238	0.0217
Si	-0.009	-0.0024	0.0076
Si	0.0017	0.0088	0.0103
Si	-0.0033	-0.0087	-0.004
Si	0.0046	-0.027	-0.0548
Si	0.0039	-0.0044	0.0024
Si	-0.0011	-0.0082	-0.0159
Si	-0.0234	0.0088	0.0072
Si	-0.0125	-0.0052	0.0039
Si	0.0036	0.0086	0.0034
Si	-0.0019	-0.0044	0.0134
Si	0.0023	0.0215	-0.0155
O	-0.0077	-0.0064	0.0133
O	-0.0194	0.0146	0.0142
O	-0.0072	-0.0046	-0.0026
O	-0.0002	-0.0037	-0.0053
O	-0.0061	0	0.0001
O	0.0265	0.0067	0.0015
O	0.0026	0.014	0.0084
O	0.005	0.0092	0.0083
O	-0.0069	0.0091	0.0006
O	0.0072	0.0026	0.0016
O	-0.0038	-0.0027	0.0079
O	-0.0061	0.0044	-0.0034
O	0.0003	-0.0047	0.0008
O	-0.0002	0.0012	0.0034
O	-0.0009	-0.0001	-0.0039
O	0.0055	0.0026	0.0019
O	0.0039	0.0028	-0.0026
O	-0.0188	-0.0113	-0.01
O	-0.0102	0.0051	0.0055
O	0.0075	-0.0055	0.0082
O	-0.0061	-0.0013	0.0042
O	-0.0149	0.0048	-0.0091
O	0.0044	-0.0045	0.0057
O	-0.005	-0.0165	0.0767
O	0	-0.0045	-0.0047
O	0.0061	0.0067	-0.0029
O	-0.0127	-0.0013	-0.0017
O	0.0244	-0.0004	0.0216
O	-0.002	-0.0027	-0.0001
O	-0.0081	-0.0056	-0.0003
O	0.0268	0.0167	0.001
O	-0.0054	-0.0035	-0.0007
O	-0.0095	0.0054	0.0067
O	-0.0012	-0.0014	0.0022
O	-0.0108	0.0056	0.005
O	0.0054	-0.0038	0.0007
O	-0.0004	-0.0079	0.0213
O	-0.001	0.0015	0.0095
O	-0.0069	-0.0082	-0.0027
O	-0.0013	-0.0041	-0.0068
O	0.0555	-0.0858	0.0101
O	0.0083	0.0023	0.0124
O	0.0033	-0.0043	-0.0108
O	0.0009	-0.0068	0.0048
O	0.0089	0.0172	-0.0149
O	-0.0092	-0.0024	-0.0004
O	0.0022	0.0046	-0.0021
O	-0.0098	0.0024	-0.0023
O	0.0026	0.006	-0.0126
O	-0.0016	-0.0034	-0.003
O	-0.0101	-0.0241	0.007
O	-0.0061	0.0041	0.0047
O	0.0038	0.0039	-0.0058
O	0.0004	0.0106	0.0163
O	0.0038	0.0025	-0.0036
O	0.0051	-0.0057	0.0032
O	0.0206	-0.0177	0.0155
O	0.0097	-0.0032	0.0102
O	0.0001	-0.029	0.0276
O	0.0029	0.0001	0.0074
O	-0.0038	-0.0072	0.0028
O	0.0111	-0.0011	0.0059
O	0.0064	-0.0033	-0.0136
O	-0.0019	-0.0004	0.0041
O	0.0096	0.0003	-0.0065
O	-0.0058	-0.0011	0.0033
H	-0.0737	0.0781	-0.0062

The program warned: the cutoff lies below the one the program advises for these potential files; the exchange-correlation potential is rough where the density is thin.
